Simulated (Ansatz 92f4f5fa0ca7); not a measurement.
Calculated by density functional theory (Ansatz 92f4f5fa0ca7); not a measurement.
Periodic cell of 224 atoms, Si134O86N4, from a study of silicon, its oxide and their interface. The atomic structure is a simulated model.
This geometry differs little from another in the collection (a relaxation step or a small displacement).

Settings: functional r2SCAN; potential files Ansatz PAW; basis plane waves; wave-function cutoff 800 eV; density cutoff ratio 5; exchange-correlation grid ratio 1; k mesh 1 x 1 x 1, shifted by 0.5 0.5 0 of a step; self-consistency stop 1e-10 eV per atom in the density residual; occupations fixed; spin none; net charge 0.

Cell vectors (angstrom)
a	10.88	0	0
b	0	10.88	0
c	0	0	32.3759

Atoms and the computed forces on them: element, x, y, z (angstrom), force x, y, z (eV/angstrom)
Si	0.209	-0.0081	-0.0151	-0.0113	0.0174	-0.0659
Si	2.5834	2.8379	-0.0408	0.0126	-0.0149	-0.0573
Si	0.4086	5.1509	-0.0374	-0.0114	0.0066	-0.0592
Si	2.3068	8.5159	-0.0349	0.01	-0.0095	-0.0704
Si	5.762	-0.1205	-0.0765	-0.0071	0.0112	-0.0582
Si	7.8322	2.9728	0.1109	0.0013	0.0042	-0.0506
Si	5.7527	5.3131	-0.0689	-0.0031	0.0116	-0.0603
Si	7.9339	8.4787	-0.0457	0.0128	-0.0151	-0.0635
Si	1.4026	1.4099	1.3755	-0.0007	0.0009	0.0087
Si	4.1309	4.1206	1.1863	0.0001	-0.0022	0.0104
Si	1.3333	6.8484	1.2979	0.0004	-0.0018	0.0093
Si	4.0717	9.5831	1.1399	0.0014	-0.0002	0.0083
Si	6.753	1.3921	1.4244	-0.0036	-0.0005	0.0091
Si	9.5633	4.1107	1.2325	-0.0032	0.0021	0.0108
Si	6.8356	6.8756	1.2902	0.0033	-0.0039	0.0073
Si	9.5005	9.6415	1.2371	0.0014	-0.0012	0.0073
Si	-0.0229	2.7448	2.6632	-0.004	0.0004	0.0014
Si	2.7682	0.0127	2.6359	0.005	0.0031	0.0048
Si	-0.0817	8.1902	2.6124	-0.0018	-0.0049	0.0056
Si	2.7601	5.4766	2.5885	0.0021	0.0021	0.0042
Si	5.3604	2.7553	2.6793	0.0004	0.0018	0.0023
Si	8.1789	0.0478	2.6929	0.0004	0.0031	0.0031
Si	5.386	8.1941	2.5833	-0.0019	-0.002	0.0034
Si	8.2102	5.4914	2.6186	0.0002	-0.0029	0
Si	1.3698	4.1215	3.9625	-0.0005	-0.0002	0.0028
Si	4.0416	1.3837	4.0376	-0.001	-0.0026	-0.0002
Si	1.3538	9.5211	3.9381	0.0003	-0.001	0.0027
Si	4.0861	6.8125	3.9796	-0.0001	-0.0005	0.0008
Si	6.8132	4.0976	3.9531	0.0009	-0.0005	-0.0006
Si	9.5355	1.3795	4.0389	0.0012	0.0002	0.0008
Si	6.7693	9.5348	3.9707	-0.003	0	0.0024
Si	9.5007	6.8386	4.0239	0.0005	0.0018	-0.001
Si	0.0106	-0.0127	5.3478	-0.0011	0.0006	0.0004
Si	2.6722	2.7303	5.367	0.0019	0.0005	-0.0003
Si	0.0099	5.4666	5.3375	-0.0005	0.0003	-0.0007
Si	2.6943	8.1603	5.3096	0.0008	-0.0001	0.0003
Si	5.4235	0.0162	5.3458	0.0005	0.0011	0.0003
Si	8.146	2.7287	5.3456	-0.0001	0.0002	-0.0012
Si	5.4428	5.4321	5.3285	-0.0009	-0.001	-0.0005
Si	8.1126	8.1688	5.3648	0.0009	-0.0012	0.0004
Si	1.3364	1.3474	6.7263	-0.0006	-0.0013	-0.0006
Si	4.0728	4.0679	6.6998	-0.0012	0	-0.0003
Si	1.3577	6.8206	6.6997	-0.0002	0.0005	-0.0002
Si	4.056	9.5079	6.6687	-0.0002	-0.0005	0.0005
Si	6.7905	1.3554	6.7025	-0.0004	0.0001	0.0005
Si	9.5238	4.0815	6.6758	0.0002	0.0001	0.0006
Si	6.7801	6.7684	6.7122	-0.0009	-0.0003	-0.0006
Si	9.51	9.5201	6.7074	-0.0003	-0.0006	-0.0001
Si	-0.0388	2.7103	8.0574	-0.0005	0.0003	0
Si	2.6997	-0.0431	8.05	0.0005	0.0002	0.0001
Si	-0.0203	8.1455	8.0739	0.0001	-0.0004	0.0006
Si	2.7113	5.4478	8.0378	0	0.0001	0.0003
Si	5.4405	2.7054	8.0679	-0.0005	-0.0007	0
Si	8.1195	-0.0295	8.0624	-0.0001	-0.0002	0.0002
Si	5.3881	8.1241	8.0253	-0.0006	0.0003	0.0001
Si	8.1613	5.3983	8.0513	0	0.0003	0.0001
Si	1.3243	4.1108	9.3748	-0.0005	-0.0005	-0.0003
Si	4.0957	1.2844	9.3772	-0.0008	0	-0.0003
Si	1.3592	9.477	9.4467	-0.0003	-0.0005	-0.0004
Si	4.0722	6.7705	9.426	-0.0001	0.0003	-0.0003
Si	6.8124	4.0588	9.4458	-0.0003	-0.0002	0.0004
Si	9.4466	1.3658	9.4034	0.0003	-0.0003	0
Si	6.7784	9.4075	9.3885	-0.0013	-0.0013	-0.0007
Si	9.4973	6.7587	9.4127	-0.0004	-0.0003	0.0004
Si	-0.0805	-0.0208	10.6952	-0.0002	0.001	0.0018
Si	2.7601	2.7521	10.6096	0.0003	-0.0016	0.002
Si	-0.0571	5.4201	10.8049	0.0005	0.002	-0.0004
Si	2.7013	8.0592	10.8302	0.0004	-0.0016	0.0009
Si	5.4154	-0.1526	10.7323	0	-0.0002	0.0016
Si	8.116	2.6829	10.8576	-0.0005	0.0007	0.0017
Si	5.5183	5.4959	10.7916	-0.0031	0	0.0004
Si	8.0842	8.0126	10.7984	0.0008	0.002	-0.0009
Si	1.2962	1.4707	11.8515	0.0044	0.0006	0.0008
Si	4.1692	4.0565	11.9712	0.0012	0.0016	0.0008
Si	1.305	6.723	12.2162	0.0005	0.0006	0.0001
Si	4.1278	9.3574	12.1687	-0.0032	0.0008	0.0005
Si	6.7465	1.1765	12.0942	-0.0028	-0.0009	0.0002
Si	9.4272	4.1438	12.2274	0.0012	-0.0032	0.0024
Si	6.8281	6.7052	12.407	0.0023	0.0016	0.0034
Si	9.4406	9.4163	12.0239	-0.0012	-0.0031	-0.0006
Si	0.0083	2.7668	13.3531	-0.0029	0.0025	0.0046
Si	2.5776	-0.0208	13.0152	-0.0008	0.0026	0.0032
Si	-0.1769	8.113	13.485	-0.0064	-0.0022	0.0052
Si	2.778	5.265	13.3916	0.0044	-0.001	0.007
Si	5.4008	2.608	13.3414	0.0014	0.0005	-0.002
Si	8.1257	-0.196	13.4747	-0.0001	-0.0018	0.0056
Si	5.4846	8.1268	13.8105	-0.0019	-0.0039	0.0084
Si	8.1309	5.2519	13.9531	-0.0021	0.003	0.0041
Si	1.7023	3.64	14.7388	-0.0033	-0.0031	-0.0432
Si	3.6984	1.3656	14.4427	-0.0052	-0.0001	-0.0303
Si	1.02	9.884	14.4116	-0.0006	-0.0024	-0.0288
Si	4.2311	6.3732	14.8448	-0.0004	0.0042	-0.0452
Si	7.1263	3.0923	14.9631	0.0121	0.0009	-0.0394
Si	9.6464	1.204	14.5109	-0.0042	0.004	-0.0217
Si	7.0994	9.3749	15.2445	0.0059	-0.0097	-0.0566
Si	9.3311	7.0604	15.1286	-0.0094	0.0007	-0.0595
Si	-6.5914	-1.3696	20.3029	0.0068	0.0034	-0.085
Si	0.3757	6.944	17.6982	0.0028	-0.0006	-0.0684
Si	5.6517	0.9196	16.642	0.0075	0.0129	-0.0531
Si	-2.0032	7.7031	19.5852	-0.0015	0.0027	-0.0815
Si	13.0884	4.5014	17.594	0.0052	0.0075	-0.0668
Si	-5.0212	2.2589	22.9756	-0.0043	-0.0029	-0.0522
Si	5.2929	4.2212	16.784	0.0006	-0.0182	-0.0593
Si	9.6219	-4.1872	22.2607	-0.0073	-0.0027	-0.0807
Si	6.4484	6.2795	18.6204	0.003	-0.0071	-0.0731
Si	-2.1345	1.9281	22.4983	0.0155	0.0121	-0.0676
Si	6.7933	6.9047	23.1568	-0.0027	-0.0054	-0.0694
Si	14.3183	0.3432	22.6113	0.0032	-0.0093	-0.0777
Si	4.6918	4.9623	23.2924	0.0115	0.019	-0.0692
Si	-6.1131	6.7043	20.9977	-0.0042	0.0083	-0.0812
Si	1.1674	1.2324	16.2989	0.0052	-0.0059	-0.0756
Si	-2.9689	9.2748	24.7627	-0.0093	-0.0022	-0.0651
Si	1.0575	1.6868	26.4155	0.0019	-0.004	-0.0569
Si	14.2655	-0.1575	18.0026	0.0028	0.0057	-0.0726
Si	0.6275	12.3361	21.4539	0.0001	0.0104	-0.0692
Si	2.8024	8.0258	29.3655	-0.0061	0.0071	-0.0747
Si	-0.5681	3.9477	21.1012	0.011	-0.0023	-0.067
Si	-0.18	-2.5266	24.5791	-0.0073	-0.0112	-0.068
Si	-1.5785	1.0178	27.3593	-0.0059	-0.0054	-0.0724
Si	2.71	8.3709	16.5482	-0.0035	-0.0085	-0.0606
Si	6.6639	9.219	18.2434	0.0019	0.0217	-0.0798
Si	0.4739	2.5457	18.8021	0.0183	0.0037	-0.0898
Si	-8.7194	10.2184	25.1354	0.0106	-0.0029	-0.0768
Si	12.7181	5.5053	28.0373	0.0096	-0.0077	-0.0594
Si	-0.6052	4.8836	29.6026	0.0008	-0.0052	-0.069
Si	-1.3203	1.8517	30.2972	-0.0014	-0.0019	-0.0851
Si	-1.4979	8.7939	27.0791	-0.0012	0.0022	-0.0744
Si	5.4667	-4.2764	29.4121	-0.0004	0.0038	-0.0652
Si	4.3083	1.5491	30.0329	-0.0022	0.0042	-0.0838
Si	-3.3299	1.3596	25.0192	-0.004	0.0096	-0.0704
Si	3.0204	4.081	25.8334	0.0048	-0.0019	-0.0761
Si	4.3808	4.0716	28.3903	-0.0136	-0.0027	-0.0654
Si	-8.1488	10.7318	28.0309	-0.017	0.0002	-0.0764
Si	8.4337	7.2037	29.533	0.0062	0.0094	-0.0775
O	-5.9634	2.8988	29.361	-0.0008	-0.0137	0.0354
O	-2.9548	1.3903	26.5834	0.0146	0.0017	0.0392
O	-2.2397	-3.1316	31.0428	-0.009	0.0178	0.0612
O	-0.2855	11.7276	31.0406	0.0154	-0.0191	0.0431
O	1.497	3.9912	-0.442	0.003	-0.0016	0.0296
O	0.0064	5.7124	30.8572	0.0088	0.0065	0.0492
O	1.245	9.6895	-0.4883	-0.0006	0.0061	0.0494
O	2.6769	7.7669	-1.429	-0.0048	0.0022	0.06
O	5.3382	0.7284	30.9639	0.0187	-0.0154	0.0519
O	1.6633	1.0542	27.7931	0.0133	-0.0022	0.0329
O	-0.4666	2.0488	26.7784	-0.0001	-0.0012	0.0284
O	8.2621	2.0453	31.219	-0.0071	0.0036	0.052
O	5.2622	6.0677	30.9356	0.0052	-0.0149	0.0657
O	6.8238	9.5918	31.81	-0.0058	0.0056	0.0392
O	6.8749	7.3307	29.1798	-0.0025	-0.0025	0.0276
N	2.3854	2.1369	15.3604	-0.0083	-0.0022	0.0355
N	0.1147	11.1548	15.2967	0.0047	0.0061	0.0339
O	-2.7345	9.0137	18.9346	0.0107	-0.0098	0.0295
O	5.1426	5.0959	15.3877	0.0053	-0.0053	0.034
O	1.4638	4.4388	16.1449	0.0021	0.007	0.0492
N	6.0559	2.6772	16.3832	-0.0121	-0.0045	0.04
O	7.8906	-4.4566	19.3449	0.0048	0.0013	0.0321
O	8.4342	2.1128	15.2726	-0.0051	0	0.0228
O	4.7481	0.4722	15.3581	0.0094	-0.0091	0.0378
O	5.6811	9.7039	19.4632	-0.0204	-0.0064	0.0431
O	8.2297	8.2062	15.6388	-0.0004	0.0006	0.0325
O	10.3023	6.6276	16.3927	0.0167	-0.0028	0.0543
O	6.1888	18.5749	17.8323	0.0003	-0.0071	0.028
O	3.8305	4.3678	17.4727	-0.0101	0.0008	0.0259
O	2.237	-1.7178	15.243	0.0151	-0.0068	0.0401
O	3.7866	9.3016	17.3067	0.0003	0.0066	0.0306
O	-6.4589	1.6146	22.648	0.0042	0.0072	0.0283
O	3.132	-0.5226	19.5419	0.0091	-0.0013	0.0464
O	3.4037	6.9666	16.1463	-0.0103	0.0082	0.0301
O	-0.8699	0.9926	21.99	-0.014	-0.0013	0.0263
O	1.4138	5.7868	18.1976	-0.0027	0.0005	0.0233
O	-5.6004	5.9252	19.6826	-0.0147	0.0072	0.0463
O	-4.7796	7.2669	21.7349	0.0113	0.0021	0.0473
O	-0.4944	5.5103	21.4506	-0.003	0.0086	0.0308
O	-3.8838	8.2819	23.9259	0.0123	0.0147	0.036
O	-1.4264	-1.528	24.216	-0.0005	0.0043	0.0289
O	4.6061	0.9159	17.8892	-0.0123	-0.0103	0.0318
O	12.2479	-2.6984	17.4086	-0.0089	-0.0013	0.0216
O	11.5062	1.2916	19.8242	-0.0003	-0.007	0.0497
N	-4.219	-0.609	16.7888	-0.0083	-0.0036	0.0521
O	1.9325	0.7266	22.0777	0.0146	-0.0065	0.0332
O	10.3085	3.6076	19.4895	-0.013	0.0062	0.0461
O	6.432	5.0275	17.6118	0.008	0.0181	0.0391
O	15.1595	-0.7483	21.7742	-0.0056	0.0183	0.0517
O	14.7696	-2.9299	20.4598	-0.0021	-0.0055	0.0307
O	1.8981	13.7969	25.8069	-0.0025	-0.0006	0.0242
O	-9.5632	8.9638	24.5534	0.0007	0.0047	0.0222
O	-2.65	6.1853	22.9335	-0.0067	0.0019	0.0268
O	-6.9043	5.7527	22.0479	-0.0012	-0.0166	0.0418
O	2.0337	0.3339	17.3122	0.009	-0.0069	0.0353
O	1.0879	0.5408	25.2764	-0.0034	0.0068	0.0331
O	-8.9778	14.163	18.6138	-0.0131	-0.009	0.0392
O	-3.6376	10.7122	24.6103	-0.0043	-0.0003	0.0296
O	-0.5932	7.3947	18.884	-0.0171	0.0039	0.0417
O	6.8367	4.1434	31.8946	-0.001	-0.0074	0.0221
O	10.152	3.3244	29.9916	-0.0061	-0.0031	0.0345
O	3.6122	4.4111	24.3635	-0.017	-0.0087	0.0475
O	8.973	3.3753	21.8091	-0.011	-0.0095	0.0335
O	11.5619	-7.8011	21.7183	-0.0005	-0.0023	0.0296
O	5.7509	16.8621	23.9885	-0.0018	-0.0042	0.0312
O	5.6162	14.6929	22.6236	0.0002	-0.0008	0.0205
O	-6.9184	0.5794	28.7785	0.0145	0.0106	0.042
O	-1.8206	1.1951	28.9257	-0.0005	0.0148	0.0604
O	-2.0831	-8.9547	24.1258	-0.0051	-0.0132	0.041
O	-10.7494	2.0737	17.2684	-0.0087	0.0111	0.0485
O	7.1498	12.4971	22.1707	-0.0043	0.0004	0.0277
O	2.3123	-1.3566	29.0126	0.0047	-0.0127	0.0354
O	2.2791	5.3847	26.4739	-0.0065	0.0067	0.0375
O	3.0662	2.0212	30.9828	-0.0135	0.0075	0.0477
O	4.2098	3.6048	26.8402	0.007	0.0022	0.0435
O	-1.0709	-0.5145	27.14	-0.0004	0.0073	0.029
O	-0.4513	18.8309	26.1438	0.0002	0.0058	0.0385
O	-7.5777	10.5999	24.0815	-0.0111	-0.0031	0.0502
O	5.4016	-5.5625	28.4326	0.0083	0.0093	0.0309
O	2.9101	4.6026	28.8832	0.0056	0.0036	0.028
O	1.8663	-3.8424	28.5093	0.0032	0.0106	0.029
O	2.9364	-0.8354	26.5612	0.0027	-0.0019	0.0473
O	11.2247	4.9597	28.2959	-0.0129	-0.0024	0.036
O	-2.9287	8.769	26.3072	0.0083	-0.0057	0.0401
O	6.2157	2.1646	24.5732	0.0112	0.0018	0.0326
O	-0.2638	-3.6873	23.4465	0.0069	0.0163	0.0453
O	-1.6602	-3.0362	21.1715	0.0095	-0.0069	0.0548
O	4.3503	-3.1743	29.0125	-0.0004	-0.0056	0.0251
O	9.294	8.1443	28.5371	-0.0097	-0.0204	0.0468
O	-2.0092	5.6487	29.3257	0.0014	-0.001	0.0272

Results
free energy: -136305.258 eV
free energy less fixed offsets of N -386.36, O -570.45, Si -639.56 eV per atom: -0.078 eV

The program warned: the cutoff lies below the one the program advises for these potential files; the forces do not sum to zero within the program's tolerance; empty levels may hold ghost states of the PAW files; the exchange-correlation potential is rough where the density is thin.
